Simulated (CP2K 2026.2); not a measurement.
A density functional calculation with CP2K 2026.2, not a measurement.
Periodic cell of 654 atoms, Si398O256, from a study of silicon, its oxide and their interface. The atomic structure is a simulated model.
Doubt: the forces sum to 2.07 eV/angstrom along one axis rather than to zero, so they err by at least 0.0032 eV/angstrom per atom on average; the grid cutoff is modest.

Settings: functional PBE; method Gaussian and plane waves; basis set DZVP-MOLOPT-SR-GTH; pseudopotentials GTH-PBE; grid cutoff 350 Ry, relative cutoff 50 Ry; k points Gamma only; occupations fixed; spin none; net charge 0.

Cell vectors (angstrom)
a 16.4025 0 0
b 0 16.4025 0
c 0 0 42.4732

Atoms: element, x, y, z (angstrom)
Si 16.174 0.394 0.17
Si 3.032 2.539 0.261
Si 16.182 5.79 42.188
Si 2.775 8.382 0.116
Si 0.355 10.513 0.247
Si 2.826 13.445 42.467
Si 5.281 0.219 0.063
Si 8.612 2.287 0.049
Si 5.344 5.258 0.118
Si 8.513 7.754 0.047
Si 5.251 11.414 42.191
Si 8.689 13.472 42.208
Si 10.902 0.055 42.407
Si 14.094 2.577 0.308
Si 10.788 5.576 42.293
Si 13.8 7.94 0.147
Si 10.674 11.006 0.013
Si 13.761 13.754 42.455
Si 1.379 1.425 1.531
Si 4.068 4.087 1.644
Si 1.46 6.734 1.234
Si 4.356 9.667 1.267
Si 1.399 12.274 1.436
Si 4.085 15.019 1.312
Si 6.926 1.272 1.382
Si 9.63 4.043 1.288
Si 6.894 6.649 1.36
Si 9.537 9.469 1.372
Si 6.887 12.452 1.112
Si 9.695 14.963 1.309
Si 12.434 1.281 1.376
Si 15.279 4.186 1.452
Si 12.266 6.695 1.383
Si 15.003 9.497 1.46
Si 12.31 12.298 1.242
Si 15.007 15.153 1.41
Si 0.119 2.824 2.898
Si 2.741 16.345 2.763
Si 0.076 8.107 2.712
Si 2.695 5.484 2.833
Si 16.402 13.696 2.711
Si 2.87 10.924 2.717
Si 5.565 2.686 2.797
Si 8.267 16.289 2.716
Si 5.608 8.194 2.653
Si 8.246 5.344 2.757
Si 5.54 13.697 2.655
Si 8.142 10.942 2.609
Si 11.029 2.697 2.685
Si 13.686 16.395 2.852
Si 10.952 8.155 2.732
Si 13.726 5.41 2.757
Si 11.003 13.623 2.715
Si 13.649 10.95 2.711
Si 1.438 4.145 4.276
Si 4.15 1.313 4.124
Si 1.449 9.532 4.078
Si 4.155 6.883 4.054
Si 1.376 14.997 4.133
Si 4.195 12.32 4.091
Si 6.9 4.037 4.18
Si 9.625 1.325 4.067
Si 6.88 9.57 4.075
Si 9.592 6.785 4.097
Si 6.876 14.997 4.111
Si 9.566 12.257 4.034
Si 12.354 4.048 4.127
Si 15.08 1.396 4.154
Si 12.316 9.554 4.083
Si 15.066 6.814 4.138
Si 12.322 14.988 4.153
Si 15.053 12.291 4.069
Si 0.018 16.392 10.944
Si 2.765 2.733 10.945
Si 0.02 5.47 10.949
Si 2.751 8.195 10.962
Si 0.002 10.933 10.937
Si 2.738 13.667 10.941
Si 5.475 0.011 10.934
Si 8.211 2.742 10.942
Si 5.494 5.461 10.958
Si 8.214 8.187 10.955
Si 5.464 10.925 10.963
Si 8.196 13.663 10.95
Si 10.933 16.396 10.951
Si 13.686 2.732 10.95
Si 10.933 5.462 10.939
Si 13.67 8.189 10.94
Si 10.942 10.912 10.944
Si 13.67 13.648 10.942
Si 1.383 1.376 12.305
Si 4.13 4.089 12.327
Si 1.385 6.824 12.329
Si 4.099 9.563 12.347
Si 1.357 12.309 12.302
Si 4.089 15.062 12.292
Si 6.823 1.395 12.3
Si 9.561 4.116 12.315
Si 6.851 6.827 12.337
Si 9.579 9.55 12.324
Si 6.817 12.312 12.321
Si 9.532 15.058 12.316
Si 12.3 1.372 12.306
Si 15.051 4.105 12.316
Si 12.299 6.82 12.305
Si 15.032 9.563 12.293
Si 12.294 12.286 12.312
Si 15.035 15.028 12.296
Si 0.024 2.742 13.681
Si 2.748 0.027 13.682
Si 16.392 8.203 13.661
Si 2.752 5.439 13.693
Si 16.391 13.669 13.672
Si 2.704 10.948 13.682
Si 5.494 2.744 13.721
Si 8.158 0.042 13.683
Si 5.472 8.18 13.707
Si 8.215 5.472 13.723
Si 5.443 13.713 13.663
Si 8.19 10.929 13.661
Si 10.919 2.74 13.664
Si 13.677 0.004 13.655
Si 10.934 8.162 13.692
Si 13.657 5.455 13.675
Si 10.899 13.67 13.644
Si 13.659 10.906 13.673
Si 1.403 4.072 15.082
Si 4.117 1.379 15.086
Si 1.311 9.589 15.045
Si 4.116 6.789 15.073
Si 1.342 15.078 15.015
Si 4.062 12.358 15.014
Si 6.86 4.112 15.11
Si 9.516 1.427 15.036
Si 6.852 9.559 15.05
Si 9.589 6.815 15.118
Si 6.739 15.13 15.051
Si 9.507 12.337 15.018
Si 12.29 4.077 15.038
Si 15.045 1.374 15.027
Si 12.305 9.524 15.048
Si 15.025 6.835 15.018
Si 12.261 15.057 14.978
Si 15.017 12.288 15.03
Si 0.038 0.069 16.412
Si 2.795 2.73 16.5
Si 16.372 5.449 16.363
Si 2.683 8.171 16.339
Si 16.343 10.935 16.471
Si 2.686 13.728 16.385
Si 5.405 0.041 16.554
Si 8.243 2.789 16.518
Si 5.483 5.443 16.503
Si 8.209 8.208 16.475
Si 5.448 10.978 16.314
Si 8.117 13.765 16.341
Si 10.885 0.032 16.32
Si 13.627 2.675 16.387
Si 10.966 5.404 16.48
Si 13.685 8.159 16.447
Si 10.885 10.929 16.315
Si 13.602 13.675 16.322
Si 1.455 1.357 17.892
Si 4.144 4.084 17.925
Si 1.286 6.846 17.739
Si 4.1 9.551 17.611
Si 1.346 12.366 17.746
Si 3.876 15.106 17.9
Si 6.826 1.457 17.914
Si 9.675 4.075 17.996
Si 6.878 6.795 17.855
Si 9.6 9.625 17.786
Si 6.684 12.462 17.684
Si 9.484 15.14 17.684
Si 12.216 1.325 17.749
Si 15.032 4.028 17.698
Si 12.418 6.688 17.824
Si 14.93 9.588 17.864
Si 12.186 12.322 17.677
Si 14.956 15.1 17.626
Si 16.402 2.733 19.073
Si 2.663 0.058 19.55
Si 16.31 8.184 19.194
Si 2.657 5.475 19.082
Si 16.339 13.834 18.971
Si 2.749 10.894 18.944
Si 5.533 2.793 19.47
Si 8.213 0.038 19.212
Si 5.458 8.241 19.026
Si 8.287 5.519 19.353
Si 5.228 13.706 19.175
Si 8.178 11.246 18.998
Si 11.044 2.523 19.407
Si 13.543 16.345 19.042
Si 11.09 8.15 19.064
Si 13.727 5.199 19.238
Si 10.762 13.719 18.971
Si 13.477 11.03 19.161
Si 1.106 4.311 20.475
Si 4.42 1.224 20.912
Si 1.621 9.374 20.314
Si 3.802 7.122 20.285
Si 0.71 15.377 20.661
Si 4.242 11.885 20.481
Si 7.391 3.817 20.769
Si 9.469 1.301 20.926
Si 6.62 9.956 20.141
Si 9.834 6.902 20.569
Si 6.529 15.272 20.35
Si 8.781 13.16 20.406
Si 12.833 3.416 20.742
Si 15.01 1.276 20.27
Si 11.882 9.823 20.534
Si 15.276 6.457 20.48
Si 12.432 14.669 20.339
Si 14.831 12.662 20.262
Si 14.416 12.637 24.699
Si 1.389 15.727 29.669
Si 2.308 11.033 22.751
Si 12.501 10.842 23.256
Si 4.105 6.198 23.267
Si 7.93 15.599 26.071
Si 12.036 8.039 29.805
Si 9.127 9.456 21.817
Si 5.282 9.294 27.04
Si 9.852 10.395 24.598
Si 9.41 1.199 24.144
Si 11.347 5.207 22.599
Si 11.27 5.207 28.693
Si 9.86 13.427 25.375
Si 10.899 13.496 22.529
Si 4.134 4.707 26.832
Si 6.171 7.312 29.343
Si 2.17 9.146 32.584
Si 0.201 13.081 22.708
Si 2.856 3.218 22.929
Si 8.505 4.206 23.655
Si 6.507 5.973 25.169
Si 12.452 9.802 27.568
Si 7.997 8.568 26.333
Si 4.92 11.935 28.474
Si 11.756 0.879 26.398
Si 13.181 3.648 27.226
Si 13.905 6.741 23.276
Si 0.39 13.43 32.103
Si 3.991 3.017 29.217
Si 2.479 2.403 25.807
Si 7.39 9.054 31.466
Si 0.752 10.251 29.898
Si 3.112 8.756 24.862
Si 9.74 16.324 28.588
Si 1.167 5.657 27.071
Si 8.557 4.077 32.135
Si 5.5 14.761 27.567
Si 9.526 13.625 30.382
Si 9.697 9.18 28.515
Si 0.714 8.689 27.047
Si 14.015 12.46 27.491
Si 14.388 8.176 25.794
Si 3.912 3.174 32.151
Si 15.091 6.871 36.381
Si 4.881 7.548 32.02
Si 3.283 0.47 27.657
Si 1.046 3.195 28.559
Si 8.281 5.002 29.329
Si 7.458 14.268 32.517
Si 7.568 8.49 36.053
Si 13.582 6.749 32.139
Si 14.782 11.86 30.425
Si 15.075 5.309 25.524
Si 13.39 4.138 30.226
Si 12.832 13.364 34.405
Si 2.256 12.904 29.891
Si 9.965 4.955 34.453
Si 6.627 11.167 39.202
Si 15.713 16.137 31.628
Si 3.546 0.158 31.727
Si 8.126 2.094 29.971
Si 5.877 5.964 36.604
Si 12.532 14.443 26.17
Si 15.76 2.621 31.064
Si 9.058 7.981 33.686
Si 7.763 11.33 29.747
Si 9.389 15.574 36.804
Si 1.181 4.447 32.891
Si 5.865 4.949 33.621
Si 0.001 7.17 33.521
Si 3.319 11.164 34.836
Si 15.6 11.902 34.372
Si 12.819 15.553 32.563
Si 5.452 13.193 34.372
Si 5.843 11.026 36.36
Si 6.519 2.152 38.084
Si 7.794 16.315 34.578
Si 12.095 12.843 31.647
Si 16.261 2.714 38.182
Si 1.609 3.761 35.982
Si 4.917 16.106 34.297
Si 15.116 9.947 36.272
Si 12.826 13.516 37.58
Si 0.798 11.823 36.705
Si 3.857 1.728 36.338
Si 6.17 16.094 30.229
Si 4.126 7.095 40.238
Si 6.918 3.643 40.614
Si 5.943 15.884 39.454
Si 13.513 1.599 38.763
Si 10.568 0.198 34.345
Si 9.155 3.718 37.103
Si 12.83 4.273 40.364
Si 12.414 10.598 37.613
Si 10.562 8.733 35.901
Si 3.104 5.332 37.968
Si 2.504 2.865 39.823
Si 1.047 15.058 40.345
Si 7.961 5.674 38.799
Si 15.694 13.316 38.617
Si 12.47 15.38 40.01
Si 7.074 8.256 39.793
Si 3.117 0.213 38.771
Si 8.134 13.828 39.14
Si 12.428 6.287 35.111
Si 11.187 1.493 36.865
Si 12.553 9.722 40.525
Si 15.289 5.505 39.173
Si 14.981 11.599 40.876
O 15.139 1.534 41.966
O 0.632 16.247 41.361
O 3.226 3.942 38.829
O 2.474 3.342 41.377
O 15.492 4.097 38.42
O 16.306 5.59 40.481
O 1.535 9.428 0.007
O 3.262 8.221 41.017
O 16.306 10.715 41.142
O 15.017 12.033 39.33
O 1.852 15.677 39.083
O 4.158 1.412 42.3
O 5.87 16.102 41.068
O 9.874 1.303 42.135
O 4.325 5.743 36.989
O 6.052 3.885 41.963
O 7.556 8.405 41.338
O 7.261 9.678 39.058
O 3.102 6.53 39.084
O 3.929 12.37 41.851
O 8.638 14.151 40.671
O 6.662 14.501 39.036
O 11.162 15.842 40.878
O 9.06 0.759 33.969
O 13.449 3.659 41.73
O 12.702 1.314 37.388
O 11.399 4.928 40.863
O 9.707 6.776 41.844
O 13.063 8.321 41.176
O 15.061 6.981 42.207
O 9.585 12.111 41.914
O 11.102 10.18 41.105
O 15.05 12.792 41.991
O 13.253 14.319 40.972
O 1.748 3.52 21.771
O 0.069 5.46 21.108
O 5.559 16.379 21.269
O 3.902 2.093 22.267
O 1.347 10.157 21.749
O 3.388 8.089 32.339
O 4.356 6.493 21.694
O 2.699 8.224 20.819
O 13.126 13.635 24.873
O 0.883 14.421 22.029
O 5.507 10.901 20.926
O 3.401 11.949 21.921
O 7.544 4.407 22.334
O 5.616 6.299 23.861
O 9.761 0.852 22.554
O 8.279 2.438 20.933
O 7.584 9.341 21.325
O 6.822 9.683 26.613
O 10.876 5.743 21.125
O 9.559 7.861 21.92
O 4.468 10.591 27.636
O 8.31 0.157 24.798
O 9.603 12.868 21.781
O 7.561 14.145 21.084
O 10.471 8.571 29.824
O 12.238 3.884 22.227
O 14.016 2.277 21.196
O 15.995 0.179 21.104
O 10.254 10.198 20.848
O 12.678 9.777 22.015
O 3.014 10.034 23.839
O 14.183 8.092 24.169
O 11.589 14.792 21.791
O 8.438 14.077 25.779
O 15.778 12.231 21.564
O 13.743 13.779 20.848
O 1.87 0.348 28.492
O 2.07 2.578 24.235
O 3.53 4.657 23.376
O 2.935 0.865 26.103
O 14.421 7.044 21.772
O 0.77 7.147 27.489
O 13.918 11.241 23.978
O 8.711 2.665 24.105
O 6.325 15.424 26.312
O 7.679 4.89 24.879
O 9.149 9.172 25.377
O 3.135 7.32 24.024
O 4.511 8.806 25.694
O 11.46 10.199 24.355
O 8.777 8.101 27.691
O 5.403 8.016 28.074
O 9.632 11.821 25.349
O 11.996 6.654 28.934
O 10.358 14.036 23.956
O 10.703 1.246 25.18
O 12.692 2.133 26.844
O 11.83 4.586 27.274
O 12.314 6.315 23.325
O 10.001 4.877 23.473
O 12.928 9.172 29.009
O 14.796 12.199 28.845
O 1.316 12.136 23.436
O 11.925 12.239 22.643
O 1.902 8.937 25.952
O 2.777 5.628 26.765
O 7.23 8.38 29.985
O 13.084 8.898 26.39
O 5.973 8.766 32.243
O 1.705 9.649 31.087
O 15.542 13.47 23.884
O 4.228 1.642 28.342
O 15 12.284 26.191
O 4.038 15.453 27.605
O 11.099 0.28 27.772
O 5.458 5.444 26.289
O 9.105 10.344 23.161
O 7.289 7.293 25.657
O 12.811 11.366 27.37
O 10.839 9.711 27.471
O 5.301 13.144 27.431
O 8.751 10.444 28.826
O 8.578 16.16 27.454
O 6.219 11.42 29.287
O 12.678 16.034 25.862
O 0.292 5.192 25.756
O 0.715 4.779 28.365
O 0.762 9.435 28.486
O 14.795 5.516 23.928
O 1.897 13.217 31.474
O 15.593 13.112 31.056
O 4.672 3.193 30.69
O 2.387 3.074 29.464
O 3.802 12.489 29.544
O 4.492 4.308 28.366
O 5.193 6.29 33.001
O 15.716 9.01 26.256
O 15.643 10.463 30.541
O 13.8 10.769 36.766
O 9.427 1.231 29.503
O 10.992 13.933 26.443
O 3.801 3.355 25.992
O 8.873 13.823 31.866
O 5.025 7.002 30.472
O 7.032 5.978 28.924
O 8.676 5.153 30.91
O 9.595 6.468 33.952
O 1.338 2.715 26.981
O 9.876 14.995 29.546
O 8.37 12.825 29.575
O 9.66 5.347 28.523
O 8.691 8.346 32.16
O 13.784 5.446 31.152
O 13.938 3.957 28.663
O 6.271 15.061 28.978
O 14.501 6.628 26.324
O 13.288 11.834 31.109
O 8.326 2.59 31.512
O 0.946 6.038 32.863
O 16.145 6.789 35.117
O 13.78 5.971 35.981
O 0.891 8.518 33.369
O 5.585 11.38 37.948
O 14.666 8.428 36.464
O 0.019 14.972 32.581
O 1.329 11.683 29.405
O 16.291 2.527 29.493
O 3.987 12.499 34.174
O 7.883 3.428 29.037
O 6.079 5.195 35.205
O 7.715 10.648 31.248
O 15.429 10.302 34.694
O 12.701 7.83 31.272
O 11.749 4.223 29.958
O 14.128 2.887 30.996
O 12.752 6.517 33.528
O 8.972 4.351 35.608
O 11.446 16.376 32.979
O 1.809 14.256 29.1
O 14.262 4.013 26.062
O 10.81 12.639 30.653
O 9.122 8.322 36.624
O 11.454 4.977 35.125
O 11.772 12.732 33.286
O 14.135 12.463 34.091
O 0.034 3.807 31.941
O 1.814 5.106 36.95
O 2.639 4.168 32.247
O 9.871 4.036 33.108
O 6.85 1.111 29.856
O 2.705 10.302 33.613
O 4.501 10.373 35.672
O 14.103 16.299 31.912
O 13.241 14.89 33.998
O 2.15 16.084 31.078
O 4.613 0.014 30.519
O 3.391 1.65 32.353
O 9.281 4.938 38.199
O 4.945 3.634 33.322
O 6.264 13.208 32.93
O 13.394 13.977 27.479
O 16.196 15.81 30.065
O 16.188 1.276 31.886
O 10.159 9.029 34.327
O 5.226 14.684 35.025
O 6.347 0.524 34.146
O 0.281 12.256 33.228
O 12.42 13.439 35.984
O 1.084 3.995 34.468
O 0.529 2.751 36.695
O 7.902 2.7 37.403
O 7.323 4.617 33.027
O 15.032 7.31 32.639
O 8.108 7.265 38.998
O 5.898 11.218 40.662
O 2.234 11.58 36.005
O 10.301 15.309 35.412
O 16.201 12.62 35.695
O 3.093 3.083 35.887
O 4.116 15.657 32.952
O 6.859 15.42 31.532
O 3.977 0.735 35.083
O 6.769 5.267 37.759
O 6.369 7.525 36.618
O 6.269 12.357 35.516
O 7.902 14.819 33.974
O 6.772 0.671 38.707
O 7.958 16.155 36.208
O 7.635 8.129 34.472
O 11.214 10.031 36.651
O 12.479 14.419 31.441
O 13.332 0.341 39.778
O 0.998 2.526 39.317
O 11.29 1.352 35.243
O 6.067 3.091 39.347
O 5.306 2.113 36.987
O 0.072 10.386 37.098
O 15.561 6.554 37.93
O 14.461 13.792 37.638
O 16.082 14.441 39.715
O 0.747 12.847 37.984
O 2.871 0.892 37.324
O 8.087 2.589 40.986
O 12.168 12.121 38.166
O 4.456 15.715 38.812
O 5.524 7.724 39.654
O 4.53 5.952 41.332
O 7.568 5.093 40.262
O 1.976 13.989 41.156
O 3.323 1.456 39.803
O 12.854 2.985 39.344
O 12.159 14.675 38.547
O 15.099 1.591 38.343
O 10.212 0.367 37.562
O 11.676 7.533 35.877
O 7.109 10.021 36.265
O 10.567 2.937 37.253
O 13.737 5.485 39.724
O 9.091 14.377 37.897
O 12.538 9.603 38.901
O 13.57 10.854 41.098
O 7.877 12.217 39.025
Si 0.026 16.395 5.498
Si 2.811 2.704 5.521
Si 0.012 5.482 5.557
Si 2.8 8.195 5.48
Si 0.038 10.912 5.421
Si 2.778 13.641 5.469
Si 5.511 16.362 5.493
Si 8.275 2.67 5.496
Si 5.495 5.477 5.45
Si 8.235 8.188 5.454
Si 5.518 10.923 5.466
Si 8.241 13.624 5.462
Si 10.956 16.377 5.485
Si 13.703 2.715 5.531
Si 10.973 5.439 5.471
Si 13.692 8.204 5.469
Si 10.929 10.912 5.443
Si 13.702 13.629 5.495
Si 1.402 1.355 6.863
Si 4.154 4.112 6.855
Si 1.412 6.852 6.865
Si 4.144 9.573 6.846
Si 1.393 12.274 6.82
Si 4.127 15.01 6.85
Si 6.874 1.336 6.853
Si 9.609 4.078 6.848
Si 6.857 6.837 6.829
Si 9.582 9.554 6.836
Si 6.869 12.282 6.845
Si 9.583 15.008 6.841
Si 12.318 1.339 6.863
Si 15.052 4.096 6.893
Si 12.327 6.827 6.836
Si 15.07 9.568 6.825
Si 12.301 12.272 6.83
Si 15.054 15.02 6.853
Si 0.032 2.724 8.231
Si 2.761 16.383 8.215
Si 0.027 8.211 8.216
Si 2.77 5.468 8.221
Si 0.025 13.645 8.197
Si 2.755 10.923 8.209
Si 5.511 2.729 8.205
Si 8.223 16.374 8.221
Si 5.496 8.198 8.217
Si 8.222 5.459 8.191
Si 5.491 13.644 8.213
Si 8.22 10.915 8.22
Si 10.96 2.717 8.226
Si 13.684 16.379 8.228
Si 10.949 8.188 8.198
Si 13.679 5.47 8.229
Si 10.946 13.645 8.211
Si 13.681 10.917 8.194
Si 1.396 4.103 9.587
Si 4.123 1.371 9.562
Si 1.389 9.567 9.59
Si 4.129 6.835 9.593
Si 1.379 15.023 9.569
Si 4.111 12.292 9.583
Si 6.859 4.106 9.572
Si 9.576 1.36 9.583
Si 6.847 9.563 9.597
Si 9.576 6.83 9.567
Si 6.838 15.026 9.581
Si 9.575 12.29 9.589
Si 12.314 4.097 9.589
Si 15.052 1.357 9.585
Si 12.312 9.554 9.567
Si 15.056 6.839 9.579
Si 12.301 15.018 9.586
Si 15.041 12.291 9.562

Results
total energy: -154803.780 eV
total energy less fixed offsets of O -438.35, Si -107.03 eV per atom: 11.760 eV

Forces (eV/angstrom) on atoms 218 to 501 of the 654, counted in the order above; the others are left out for length: element, x, y, z
Si -0.012 0.109 -0.211
Si 0.07 -0.123 -0.06
Si 0.092 0.049 0.363
Si -0.035 0.235 0.158
Si 0.145 -0.187 -0.143
Si -0.022 0.044 -0.164
Si 0.039 -0.254 0.185
Si 0.111 -0.009 -0.17
Si 0.019 -0.049 0.172
Si 0.032 0.047 0.148
Si -0.205 0.158 0.066
Si -0.135 -0.003 -0.2
Si 0.012 -0.107 0.096
Si -0.081 0.177 0.192
Si 0.007 0.086 -0.136
Si -0.037 0.092 -0.272
Si -0.001 0.053 0.021
Si -0.202 0.015 -0.071
Si 0.004 0.137 -0.22
Si -0.092 0.086 0.148
Si 0.023 0.028 -0.047
Si 0.044 0.092 -0.209
Si -0.006 -0.018 -0.336
Si 0.007 -0.041 -0.255
Si 0.024 -0.059 -0.141
Si -0.065 0.019 -0.179
Si 0.171 -0.031 0.271
Si -0.013 -0.031 0.12
Si 0.013 0.116 -0.225
Si -0.035 0.082 0.066
Si -0.045 -0.031 -0.02
Si -0.035 -0.177 -0.119
Si -0.051 -0.03 -0.052
Si -0.009 -0.104 -0.363
Si 0.033 0.058 -0.134
Si -0.033 -0.057 -0.01
Si 0.179 0.061 -0.219
Si -0.022 0.144 -0.197
Si 0.078 -0.066 -0.203
Si -0.056 -0.044 -0.373
Si -0.071 -0.029 -0.302
Si 0.16 -0.028 0.008
Si 0.104 -0.014 0.045
Si -0.011 -0.053 0.161
Si 0.063 -0.044 -0.047
Si 0.082 0.076 -0.151
Si -0.085 0.076 -0.282
Si -0.027 0.021 -0.057
Si 0.016 -0.001 0.155
Si -0.026 -0.074 0.166
Si -0.053 -0.17 0.051
Si -0.151 -0.073 -0.19
Si 0.041 0.2 0.002
Si -0.002 -0.028 -0.176
Si -0.006 -0.006 0.448
Si 0.061 -0.031 -0.063
Si -0.039 -0.066 0.316
Si 0.049 0.223 -0.041
Si 0.007 -0.084 -0.018
Si 0.131 0.015 0.121
Si 0.109 0.047 -0.126
Si -0.039 0.078 0.04
Si -0.046 0.029 -0.169
Si 0.099 -0.008 -0.089
Si -0.096 0.022 0.152
Si 0.058 -0.056 -0.133
Si -0.081 0.051 0.126
Si 0.026 -0.185 0.264
Si -0.033 0.04 0.138
Si -0.08 -0.134 0.258
Si 0.008 -0.026 0.34
Si -0.047 0.048 0.16
Si -0.104 -0.061 0.255
Si 0.055 -0.008 0.228
Si -0.069 -0.027 0.162
Si 0.091 -0.032 -0.32
Si -0.026 0.15 0.222
Si -0.009 0.017 0.095
Si -0.107 -0.102 -0.075
Si 0.052 -0.122 0.242
Si 0.073 0.108 0.3
Si 0.037 -0.057 0.195
Si 0.211 -0.1 0.002
Si 0.173 0.086 0.267
Si 0.019 0.072 0.254
Si 0.082 -0.114 -0.006
Si -0.036 0.051 -0.036
Si -0.069 -0.062 -0.166
Si -0.115 0.08 -0.331
Si 0.163 0.045 -0.277
Si -0.038 -0.002 0.262
Si 0.014 -0.165 0.113
Si 0.016 -0.189 -0.045
Si -0.108 0.131 -0.076
Si 0.038 0.135 0.201
Si -0.081 -0.069 -0.151
Si -0.073 -0.013 -0.282
Si 0.007 0.002 0.034
Si 0.101 0.002 -0.259
Si 0.125 0.214 -0.307
Si -0.081 0.106 -0.235
Si 0.119 -0.033 -0.125
Si 0.039 0.095 -0.149
Si -0.06 -0.147 -0.19
Si 0.054 0 0.196
Si 0.047 0.026 0.134
Si -0.064 -0.1 -0.103
Si 0.025 -0.199 0.055
Si 0.268 0.017 -0.245
O -0.317 -0.028 0.429
O -0.033 -0.125 -0.104
O 0.337 -0.243 0.307
O 0.085 -0.094 0.339
O -0.302 0.181 -0.215
O 0.256 -0.159 0.616
O -0.11 -0.058 -0.114
O -0.108 -0.142 0.076
O -0.051 -0.022 -0.071
O -0.012 -0.171 0.105
O -0.071 -0.039 0.125
O 0.156 0.05 -0.008
O 0.173 -0.014 0.279
O -0.161 -0.058 -0.007
O 0.132 -0.171 -0.14
O 0.1 -0.041 -0.199
O -0.13 -0.062 -0.049
O 0.089 -0.228 -0.185
O -0.074 0.093 0.288
O 0.219 0.19 0.26
O -0.044 0.228 0.579
O -0.073 0.195 -0.206
O 0.078 -0.119 0.323
O -0.065 0.227 0.018
O -0.045 0.197 0.088
O 0.053 -0.149 -0.082
O -0.148 0.251 0.145
O -0.178 -0.02 0.384
O 0.021 -0.088 -0.149
O -0.228 0.107 -0.027
O -0.063 0.156 0.471
O 0.091 -0.195 0.107
O -0.184 0.055 0.14
O -0.082 0.045 0.295
O -0.113 -0.276 -0.112
O 0.02 0.113 -0.328
O -0.012 0.11 -0.586
O 0.151 -0.117 0.132
O 0.072 0.053 0.035
O 0.036 -0.009 -0.055
O 0.167 -0.139 -0.414
O 0.118 -0.13 -0.503
O 0.086 0.075 -0.069
O -0.126 0.342 -0.061
O -0.059 0.128 -0.4
O 0.265 0.272 0.054
O -0.28 0.137 -0.403
O 0.121 0.171 0
O -0.239 0.081 -0.664
O 0.016 0.267 0.148
O 0.357 -0.355 0.102
O 0.033 -0.023 0.34
O -0.145 -0.225 0.08
O 0.055 -0.025 0.1
O -0.32 0.136 -0.125
O -0.174 0.121 -0.28
O 0.037 -0.07 0.18
O 0.341 -0.218 -0.501
O -0.005 -0.219 0.11
O -0.045 -0.17 -0.062
O -0.372 0.5 -0.331
O 0.08 -0.149 -0.372
O 0.182 0.135 0.18
O -0.32 -0.126 -0.17
O -0.079 0.178 -0.289
O -0.092 0.218 -0.259
O 0.171 -0.089 -0.377
O 0.058 0.131 -0.132
O -0.016 -0.264 0.02
O -0.014 -0.292 -0.232
O 0.054 -0.126 0.139
O -0.216 -0.216 0.02
O -0.161 -0.168 -0.041
O -0.166 -0.159 0.131
O 0.164 0.019 -0.259
O -0.06 -0.018 0.459
O 0.077 0.029 -0.074
O -0.04 -0.178 -0.082
O -0.213 0.07 0.009
O 0.212 -0.343 -0.141
O 0.056 -0.174 0.198
O 0.046 -0.066 -0.046
O 0.21 -0.148 -0.151
O 0.098 -0.128 -0.244
O 0.309 0.163 0.31
O -0.207 -0.056 -0.024
O 0.067 -0.112 0.004
O -0.017 0.05 -0.011
O -0.052 -0.005 -0.058
O -0.106 0.104 -0.046
O 0.166 0.044 -0.084
O -0.105 0.18 0.022
O -0.239 0.053 0.211
O 0.151 -0.063 -0.309
O -0.08 -0.204 0.326
O -0.021 0.226 0.235
O -0.083 -0.027 0.257
O 0.144 -0.081 -0.032
O -0.057 0.156 -0.085
O 0.035 0.063 -0.102
O 0.325 -0.019 0.198
O -0.252 -0.154 -0.261
O 0.031 0.214 -0.106
O 0.129 0.063 -0.159
O 0.163 0.286 -0.076
O 0.089 -0.072 -0.109
O 0.08 0.153 0.099
O -0.41 0.004 0.133
O 0.075 -0.304 0.386
O -0.015 0.263 0.035
O -0.069 0.011 -0.112
O -0.219 -0.093 0.104
O -0.058 -0.059 -0.211
O -0.033 0.165 0.01
O -0.1 0.174 -0.034
O -0.094 -0.024 0.203
O -0.17 -0.028 0.029
O 0.177 0.193 0.204
O -0.074 0.084 -0.145
O -0.026 0.167 -0.112
O -0.195 -0.059 0.301
O 0.064 0.06 0.325
O -0.11 -0.002 -0.194
O -0.086 0.238 0.308
O 0.029 0.199 0.04
O 0.234 -0.148 0.106
O 0.101 -0.025 0.271
O -0.012 -0.112 0.267
O 0.105 -0.074 0.26
O 0.104 0.2 0.027
O -0.014 0.077 0.23
O -0.146 -0.114 -0.011
O 0.063 0.046 -0.088
O -0.015 0.099 0.093
O 0.151 -0.057 0.276
O 0.029 -0.214 0.088
O 0.201 0.178 -0.028
O 0.105 -0.032 -0.067
O -0.226 -0.071 0.153
O 0.149 0.021 0.045
O -0.147 0.118 0.103
O 0.129 0.208 0.074
O 0.144 -0.077 0.252
O -0.054 -0.088 -0.315
O -0.018 0.149 -0.165
O 0.148 0.098 -0.203
O -0.149 0.164 -0.046
O -0.03 -0.213 0.212
O 0.031 -0.135 0.159
O 0.03 -0.034 0.14
O -0.036 -0.078 0.141
O -0.051 -0.177 0.052
O 0.056 0.203 -0.298
O 0.108 -0.103 -0.032
O -0.124 0.007 0.125
O -0.162 0.274 -0.014
O -0.204 -0.193 0.016
O 0.066 0.155 -0.103
O -0.183 -0.113 -0.145
O 0.01 0.192 -0.276
O 0.036 0.002 -0.037
O 0.021 -0.04 -0.334
O -0.293 -0.147 -0.123
O -0.117 0.109 -0.001
O -0.17 0.106 0.039
O 0.172 0.109 -0.181
O 0.078 0.221 0.029
O -0.011 -0.045 0.214
O -0.1 0.016 -0.056
O -0.238 -0.112 -0.125
O -0.086 0.171 -0.349
O 0.036 0.192 -0.009
O -0.257 0.108 0.114
O 0.046 -0.101 0.051
O 0.101 -0.092 -0.066
